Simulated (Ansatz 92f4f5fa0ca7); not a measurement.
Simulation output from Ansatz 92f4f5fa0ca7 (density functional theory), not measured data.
Periodic cell of 276 atoms, Si168O108, from a study of silicon, its oxide and their interface. The atomic structure is a simulated model.
Doubt: the cutoff is low for norm-conserving oxygen, so forces and energies are approximate.
Doubt: the program's own warning below bears on the result.
This geometry differs little from another in the collection (a relaxation step or a small displacement).

Settings: functional HSE06; potential files SPMS norm-conserving; basis plane waves; wave-function cutoff 800 eV; density cutoff ratio 4; exchange-correlation grid ratio 1; k mesh 1 x 1 x 1, Gamma-centred; occupations fixed; spin none; net charge 0.

Cell vectors (angstrom)
a  11.6015  0  0
b  0  13.3963  0
c  0  0  30.9508

Atoms: element, x, y, z (angstrom)
Si  0.0884  -0.1448  24.2195
Si  3.9134  -0.0405  24.1544
Si  7.762  0.0576  24.0985
Si  1.9281  3.446  24.0858
Si  6.0028  3.4528  24.2263
Si  9.6138  3.3335  24.2874
Si  0.1208  6.5217  24.2591
Si  3.922  6.7952  24.3957
Si  7.7414  6.7732  24.1757
Si  2.0217  10.0334  24.5365
Si  5.8875  10.0021  24.2447
Si  9.7177  10.0541  24.2879
Si  0.0371  2.1923  24.8392
Si  3.9367  2.281  24.7407
Si  7.76  2.1907  25.1497
Si  2.0353  5.5609  25.1607
Si  5.8586  5.6406  25.0665
Si  9.6771  5.5911  24.9845
Si  0.0382  8.8382  24.9895
Si  3.9767  8.9682  25.2298
Si  7.8014  8.9408  25.0864
Si  2.0132  12.3016  25.1525
Si  5.8652  12.2765  24.9324
Si  9.677  12.3054  24.996
Si  0.02  2.2177  27.2846
Si  3.8956  2.2463  27.2365
Si  7.7476  2.202  27.4758
Si  1.9826  5.5587  27.4826
Si  5.8342  5.5879  27.4246
Si  9.6851  5.5856  27.3713
Si  0.0159  8.8917  27.374
Si  3.9224  8.942  27.5376
Si  7.7706  8.9252  27.4379
Si  1.9662  12.3031  27.4781
Si  5.8363  12.2793  27.3414
Si  9.6737  12.2875  27.3785
Si  1.9628  1.1596  28.1588
Si  5.7862  1.109  28.167
Si  9.7075  1.112  28.1873
Si  0.0124  4.4409  28.1648
Si  3.9134  4.4332  28.1896
Si  7.7628  4.4622  28.1914
Si  1.9533  7.8099  28.2073
Si  5.8482  7.8052  28.2304
Si  9.6947  7.8012  28.203
Si  0.0081  11.1474  28.1686
Si  3.9095  11.1908  28.2148
Si  7.7491  11.1697  28.1862
Si  1.9336  1.1164  30.5559
Si  5.8008  1.1164  30.5559
Si  9.6679  1.1164  30.5559
Si  0  4.4654  30.5559
Si  3.8672  4.4654  30.5559
Si  7.7343  4.4654  30.5559
Si  1.9336  7.8145  30.5559
Si  5.8008  7.8145  30.5559
Si  9.6679  7.8145  30.5559
Si  0  11.1635  30.5559
Si  3.8672  11.1635  30.5559
Si  7.7343  11.1635  30.5559
Si  0  0  0.3944
Si  3.8672  0  0.3944
Si  7.7343  0  0.3944
Si  1.9336  3.3491  0.3944
Si  5.8008  3.3491  0.3944
Si  9.6679  3.3491  0.3944
Si  0  6.6981  0.3944
Si  3.8672  6.6981  0.3944
Si  7.7343  6.6981  0.3944
Si  1.9336  10.0472  0.3944
Si  5.8008  10.0472  0.3944
Si  9.6679  10.0472  0.3944
Si  -0.0132  0.0025  2.751
Si  3.8781  0.0112  2.759
Si  7.7148  -0.0015  2.7592
Si  1.9223  3.3578  2.7628
Si  5.7832  3.3781  2.7471
Si  9.6748  3.3717  2.7539
Si  -0.032  6.6778  2.7767
Si  3.8225  6.6934  2.744
Si  7.7168  6.7058  2.7819
Si  1.8972  10.0602  2.7575
Si  5.7582  10.0344  2.7705
Si  9.6008  10.0537  2.771
Si  -0.0059  2.227  3.5442
Si  3.8613  2.2499  3.5382
Si  7.7287  2.2601  3.4559
Si  1.913  5.5789  3.5899
Si  5.7564  5.6169  3.5377
Si  9.6325  5.5819  3.6308
Si  -0.0592  8.932  3.4891
Si  3.8083  8.9092  3.5419
Si  7.6673  8.9276  3.6172
Si  1.9333  12.3106  3.5132
Si  5.7934  12.2589  3.5815
Si  9.6498  12.2937  3.5631
Si  -0.0119  2.2033  5.913
Si  3.8691  2.2469  5.9011
Si  7.7078  2.2774  5.7735
Si  1.9047  5.5654  5.9801
Si  5.7066  5.6361  5.9009
Si  9.6011  5.5526  6.0469
Si  -0.1406  8.941  5.8248
Si  3.7125  8.8748  5.91
Si  7.5896  8.9123  6.0264
Si  1.9266  12.3253  5.86
Si  5.7882  12.2267  5.9735
Si  9.6339  12.3092  5.947
Si  1.9588  1.1468  6.7272
Si  5.8472  1.1175  6.5604
Si  9.5858  1.1887  6.6619
Si  -0.0095  4.4099  6.7121
Si  3.8721  4.4485  6.7814
Si  7.5606  4.4615  6.6791
Si  1.7066  7.8141  6.7039
Si  5.5995  7.8136  6.8501
Si  9.561  7.8315  6.7309
Si  0.0134  11.174  6.5831
Si  3.7858  11.1007  6.6159
Si  7.7549  11.1442  6.8044
O  4.0626  4.37  8.4336
O  5.3827  7.7726  8.5042
O  9.393  1.4172  8.2951
O  9.6357  7.9684  8.3787
O  2.1204  1.2234  8.3723
O  6.1523  1.2329  8.1743
O  1.3543  7.8625  8.3268
O  0.2451  11.0988  8.2106
O  3.6387  10.9146  8.252
O  0.1988  4.2574  8.3474
O  7.1646  4.4223  8.2976
O  7.9441  11.1511  8.4502
O  6.5564  3.7024  22.673
O  2.2066  10.0284  22.9155
O  7.7309  0.1882  22.4305
O  12.0199  6.0356  22.7014
O  7.5512  6.8896  22.5192
O  0.2284  12.7783  22.6479
O  9.6428  10.0876  22.6474
O  3.9543  7.1118  22.7864
O  5.9977  9.7653  22.6131
O  9.241  3.3807  22.6729
O  1.7026  3.7763  22.4532
O  3.8316  -0.2299  22.5147
Si  7.7068  10.5584  16.7995
Si  4.4412  11.1857  9.6201
Si  9.3867  10.5257  21.116
Si  1.9038  7.293  9.7337
Si  2.6866  1.5606  9.8482
Si  8.37  6.5388  21.1556
Si  10.8052  8.03  20.6602
Si  2.1182  12.3939  11.3247
Si  9.6855  6.119  14.0146
Si  9.9957  1.4394  16.2923
Si  5.6348  0.5621  9.5329
Si  1.6449  9.5478  21.5074
Si  10.9303  4.0894  9.6915
Si  7.9109  3.6084  21.7675
Si  4.8439  6.0834  12.1211
Si  7.2671  0.7895  20.9762
Si  10.1855  1.1568  9.6788
Si  10.9331  4.4683  16.4124
Si  7.9455  4.9752  9.592
Si  2.1709  5.0837  16.7822
Si  1.2117  13.5832  16.4119
Si  7.6727  1.5704  14.0924
Si  11.3786  11.7637  9.5921
Si  7.3997  4.4326  12.58
Si  7.88  0.0172  11.4407
Si  11.823  12.2464  21.1269
Si  11.2008  6.543  11.4854
Si  5.1696  7.9695  19.1461
Si  3.2397  7.0733  14.7366
Si  2.3123  -1.918  14.3099
Si  4.8465  11.3008  15.8346
Si  1.0536  8.8794  15.3425
Si  3.4713  7.1562  21.2589
Si  4.5369  12.9745  21.0696
Si  2.0909  0.2116  19.2504
Si  3.4787  8.9978  16.8913
Si  3.0149  2.2561  17.3771
Si  8.0031  13.4276  18.1217
Si  12.8161  5.1051  21.6401
Si  8.445  10.8042  9.9523
Si  6.2365  10.2858  21.1022
Si  9.5081  8.4015  15.8613
Si  5.6234  14.2776  16.3891
Si  4.8378  8.2466  9.9653
Si  -3.8061  7.9698  18.2984
Si  3.2444  4.5467  9.828
Si  0.2642  5.7835  18.9167
Si  8.873  7.8001  9.7967
O  9.2285  0.9421  17.6225
O  9.2545  0.659  10.8905
O  0.8714  4.6039  15.9508
O  2.1364  12.1987  12.9017
O  6.0281  5.2507  12.851
O  0.3815  4.8423  20.2585
O  10.0552  5.2005  15.2845
O  4.8972  12.8752  16.1037
O  2.5059  3.1406  10.1757
O  1.9538  1.6234  16.3274
O  7.7669  0.349  13.0202
O  5.3826  7.3237  11.1943
O  3.3948  -0.451  19.9368
O  2.4647  5.9334  21.0667
O  1.314  10.2044  14.4401
O  4.2595  1.2576  9.9381
O  3.8702  8.2859  18.2617
O  5.3416  11.5979  20.934
O  -0.2178  5.0239  10.9264
O  1.7252  7.6364  14.5359
O  9.9616  9.3277  20.1818
O  7.4966  2.9917  13.317
O  6.2814  7.3969  18.101
O  7.7892  6.5925  9.6791
O  7.5087  4.2517  10.9667
O  10.5269  2.9292  16.5428
O  8.8266  9.87  15.8476
O  8.093  7.3725  19.7872
O  10.9277  2.5267  10.1172
O  6.3851  1.3867  15.0545
O  3.8979  6.6624  13.3178
O  9.8875  6.9881  21.4915
O  10.9783  6.4475  13.0845
O  0.8804  7.3987  10.982
O  8.1876  9.2156  10.2228
O  8.9624  7.6234  17.2117
O  1.1492  10.9281  20.8085
O  6.6399  0.7065  17.6145
O  4.5061  1.9047  16.898
O  -0.4855  8.5897  15.725
O  2.7999  8.6027  20.8698
O  6.6749  0.8033  10.7223
O  5.7509  9.2229  19.9984
O  7.7931  11.8246  11.0549
O  1.8533  -0.8448  15.3919
O  8.1464  4.9565  20.8931
O  9.9117  7.3249  10.9213
O  4.0551  8.2312  15.5567
O  10.0293  11.0549  10.0741
O  11.207  13.3539  9.3609
O  4.103  5.0352  11.1171
O  0.3632  8.5766  21.6428
O  3.1655  5.8259  15.7623
O  11.2459  0.4253  16.0879
O  10.2767  11.8492  20.7929
O  7.5787  9.573  18.0794
O  2.203  5.7279  9.5157
O  2.958  3.8423  17.4007
O  11.4098  7.2686  19.3751
O  8.1508  11.9797  17.4139
O  1.539  -0.4436  17.8749
O  5.4865  12.3665  9.2862
O  6.3758  10.7387  15.8736
O  8.6127  5.3494  13.103
O  7.9237  13.3723  19.7353
O  3.8922  11.0947  14.5227
O  9.0091  1.4845  15.006
O  2.5863  1.7073  18.8524
O  3.47  11.7399  10.7593
O  5.645  0.7465  20.8807
O  10.7834  5.1441  17.8852
O  4.7153  6.9035  20.2631
O  9.0599  7.4985  14.5951
O  4.072  10.4935  16.9965
O  0.8778  11.5567  10.7362
O  3.23  8.1272  10.0772
O  7.745  2.3229  20.8167
O  9.4733  4.6097  9.2719
O  0.8321  0.0695  20.2567
O  1.6398  5.9404  18.0586
O  5.1777  9.8304  10.118
O  7.7995  10.6676  20.8806
O  1.9948  0.5751  10.9376
O  1.8698  9.0335  16.7398

Results
free energy: -67414.034 eV
free energy less fixed offsets of O -447.96, Si -113.29 eV per atom: -1.634 eV
gap between the highest filled and lowest empty level on this k mesh: 1.422 eV

The program warned: the cutoff lies below the one the program advises for these potential files; the model core charge is not resolved on the grid; the forces do not sum to zero within the program's tolerance; the exchange-correlation potential is rough where the density is thin.
